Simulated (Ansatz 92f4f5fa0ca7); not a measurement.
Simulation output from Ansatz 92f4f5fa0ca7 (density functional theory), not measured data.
Periodic cell of 216 atoms, Si120O64H32, with a vacuum gap, from a study of silicon, its oxide and their interface. The atomic structure is a simulated model.

Settings
functional: r2SCAN
potential files: Ansatz PAW
basis: plane waves
wave-function cutoff: 800 eV
density cutoff ratio: 5
exchange-correlation grid ratio: 1
k mesh: 1 x 1 x 1, shifted by 0.5 0.5 0 of a step
self-consistency stop: 1e-11 eV per atom in the density residual
occupations: fixed
spin: none
net charge: 0
applied field: sawtooth along c, amplitude -0.015 V/angstrom in the program's sign convention, ramp centred at 0.9872 of c and 0.0256 of c wide, no dipole correction

Cell vectors (angstrom)
a 10.888 0 0
b 0 10.888 0
c 0 0 39.1271

Atoms and the computed forces on them: element, x, y, z (angstrom), force x, y, z (eV/angstrom)
Si 0.7092 -0.6518 25.4737 -0.017 0.0186 -0.0229
Si 2.8863 2.3549 25.308 -0.0043 -0.0017 -0.023
Si -0.3215 5.5413 25.42 0.0016 -0.0022 -0.0204
Si 2.4017 8.3686 25.3785 0.0148 -0.0105 -0.0159
Si 5.1068 0.1538 25.5744 0.0088 -0.0087 -0.0184
Si 7.8394 2.9209 25.4694 0.0064 -0.0087 -0.0149
Si 5.5428 5.0045 25.493 -0.0043 0.0073 -0.0226
Si 8.1218 7.4435 25.2406 -0.0011 0.0124 -0.0238
Si 1.4317 1.1937 26.7522 0.0113 -0.0092 -0.008
Si 3.9862 3.8804 26.7551 0.0094 -0.0073 -0.0017
Si 1.2813 6.764 26.6898 -0.0145 0.0062 -0.0093
Si 3.9752 9.4358 26.8059 -0.0025 0.0102 -0.0153
Si 6.739 1.3317 26.795 -0.0065 0.0025 -0.0134
Si 9.4592 4.0054 26.7865 -0.0066 0.0052 -0.0106
Si 6.7019 6.5394 26.8028 0.0048 -0.0016 -0.011
Si 9.7441 9.6039 26.8109 -0.0012 -0.0088 -0.0216
Si 0.0104 2.6265 28.0425 -0.004 -0.0028 0.0173
Si 2.7438 -0.0588 28.2379 0.0015 -0.0049 0.0043
Si 0.0397 8.1191 28.1905 0.0041 -0.0009 -0.002
Si 2.6928 5.3951 28.0205 0.0123 0.0046 0.0124
Si 5.4093 2.6622 28.2003 0.0054 -0.0014 -0.0021
Si 8.2417 0.0453 28.0942 -0.0025 -0.0022 0.0012
Si 5.463 8.1081 28.0581 0.0001 -0.0078 0.014
Si 8.1645 5.3608 28.2046 -0.0024 -0.0008 0.0028
Si 1.3529 4.038 29.4067 -0.0135 -0.0046 0.032
Si 4.1018 1.3014 29.5643 0.0043 0.0107 0.0095
Si 1.3663 9.4906 29.5598 0.0038 0.0014 0.0077
Si 4.0684 6.7673 29.4149 0.002 0.0044 0.0202
Si 6.7831 4.0386 29.5393 -0.0093 -0.01 0.0126
Si 9.5383 1.3787 29.5 -0.0138 -0.0066 0.0253
Si 6.8544 9.5004 29.4011 -0.0078 0.0062 0.0202
Si 9.5291 6.768 29.5074 -0.0056 -0.006 0.0135
Si -0.0151 -0.0083 30.8503 0.0225 -0.0096 0.175
Si 2.707 2.7121 30.8217 0.0352 -0.0186 0.1835
Si 0.0217 5.4 30.8258 0.002 0.009 0.1936
Si 2.7568 8.1234 30.8566 -0.0081 -0.0016 0.1836
Si 5.4975 -0.0568 30.8454 0.0183 -0.02 0.1895
Si 8.176 2.7125 30.8842 -0.0011 0.0074 0.1822
Si 5.4204 5.4428 30.826 0.0135 -0.0012 0.1636
Si 8.1723 8.1605 30.8193 0.0064 -0.012 0.1787
Si 1.3471 1.3681 32.1835 0.027 -0.0483 0.3625
Si 4.0743 4.078 32.1784 -0.0563 0.0179 0.2939
Si 1.3735 6.7728 32.2007 0.0921 -0.0253 0.2044
Si 4.1139 9.4999 32.214 0.1022 -0.1068 0.2284
Si 6.8136 1.3396 32.2176 0.1628 -0.135 0.2996
Si 9.5393 4.0902 32.2217 -0.0231 -0.0727 0.2776
Si 6.7941 6.8165 32.1699 -0.0168 -0.0344 0.2311
Si 9.514 9.5267 32.1908 0.0048 -0.041 0.349
Si 0.0098 2.7184 6.9465 0.0079 -0.0007 -0.2984
Si 2.7305 0.0278 6.9003 -0.1248 0.1108 -0.2962
Si 0.0112 8.1847 6.9083 -0.0821 0.1211 -0.2878
Si 2.7505 5.4309 6.9387 0.0628 -0.0194 -0.3144
Si 5.4447 2.7439 6.9307 -0.0376 0.1137 -0.1755
Si 8.1675 -0.0115 6.94 -0.0543 0.0852 -0.4165
Si 5.4812 8.1622 6.9576 -0.0332 0.0057 -0.2732
Si 8.1652 5.485 6.9178 -0.055 0.0196 -0.2753
Si 1.4078 4.0608 8.2888 -0.0109 0.0032 -0.1748
Si 4.075 1.3844 8.2833 0.0125 0.0013 -0.1927
Si 1.3534 9.5835 8.2594 -0.0177 0.0049 -0.1806
Si 4.1076 6.8093 8.2958 -0.0092 0.0108 -0.1669
Si 6.8 4.1433 8.287 -0.0094 -0.0005 -0.174
Si 9.4977 1.373 8.2782 -0.0173 0.0267 -0.1798
Si 6.8277 9.5398 8.3231 -0.0305 0.0074 -0.1784
Si 9.5148 6.8648 8.2732 0.0107 -0.006 -0.1889
Si -0.0481 0.0246 9.6418 0.0132 -0.0048 -0.0245
Si 2.7386 2.7066 9.7123 0.0013 0.0086 -0.027
Si 0.0445 5.4939 9.5269 0.0102 0.0051 -0.0084
Si 2.768 8.2561 9.5737 -0.0028 -0.0106 -0.0119
Si 5.4505 0.042 9.6259 -0.0001 -0.0062 -0.0145
Si 8.1537 2.7642 9.6164 0.0035 0.0027 -0.0161
Si 5.4598 5.4883 9.7128 0.0154 0.0049 -0.0228
Si 8.1912 8.2176 9.7163 0.0065 -0.0048 -0.031
Si 1.2894 1.3507 11.0203 -0.0063 0.0023 -0.0073
Si 4.1165 4.0899 11.0686 -0.001 0.0104 -0.0161
Si 1.3914 6.8931 10.8349 -0.0048 -0.0038 0
Si 4.1094 9.5871 11.0005 -0.0027 -0.0014 -0.0049
Si 6.755 1.4335 10.9856 0.0026 0.0045 -0.0054
Si 9.5999 4.1388 10.863 -0.0018 0.0025 -0.0019
Si 6.8069 6.9003 11.0904 -0.0081 -0.006 -0.0156
Si 9.5216 9.6099 11.1071 0.0064 0.0015 -0.0129
Si 0.0107 2.8471 12.3514 0.0006 0.0095 0.0129
Si 2.5784 -0.1035 12.3423 -0.0015 -0.0159 0.0012
Si 0.0695 8.158 12.3024 0.0049 -0.0094 0.0176
Si 2.7441 5.5869 12.2058 -0.0049 0.0049 0.0145
Si 5.5264 2.8058 12.4942 0.0097 -0.0046 0.0137
Si 8.1302 0.1905 12.4097 -0.0087 0.007 0.0175
Si 5.4809 8.3376 12.4798 -0.0009 0.007 0.0117
Si 8.262 5.4583 12.2458 0.0097 -0.0055 0.0179
Si 1.201 4.5107 13.5574 -0.0042 0.002 -0.0292
Si 4.4731 1.5198 14.2013 0.0086 -0.0053 -0.0368
Si 1.68 9.1117 13.718 -0.0042 -0.008 -0.0431
Si 3.9553 6.9837 13.6488 -0.0063 0.0015 -0.0285
Si 7.3575 3.78 13.5566 -0.0047 0.0061 -0.0208
Si 9.0947 1.9917 13.598 0.0035 -0.0024 -0.0288
Si 6.5627 10.0335 13.8336 0 0.0004 -0.0329
Si 9.8181 6.5907 13.5462 0.0013 -0.0075 -0.0269
Si 23.6669 -3.042 18.5496 -0.0002 0.0047 -0.0472
Si 30.2536 22.8428 23.1122 -0.0023 -0.005 -0.0393
Si -19.6727 37.4373 18.609 0.0078 -0.0064 -0.0528
Si -24.6416 -24.6415 15.7348 -0.0022 -0.0025 -0.0599
Si 11.2065 11.0727 22.4165 0.0059 -0.0082 -0.0576
Si 41.256 24.3755 18.5519 0.0044 -0.0023 -0.0503
Si -22.1114 -17.8351 20.4224 -0.0092 -0.0023 -0.059
Si -0.2349 19.4554 20.6314 -0.0008 -0.0081 -0.0489
Si -4.7623 37.1711 18.5264 0.0012 0.001 -0.0596
Si 4.2551 14.5517 20.3631 0.0006 0.0038 -0.0459
Si 23.2119 -6.6872 23.1152 -0.0057 -0.0006 -0.0575
Si 12.039 42.6865 16.6735 -0.0089 0.0083 -0.0652
Si -2.2338 -4.4023 20.8078 0.0006 0.0038 -0.0406
Si -18.0562 -26.2505 23.2258 0.0074 -0.0086 -0.0497
Si -15.8036 -16.1543 15.6903 0.0042 0.0015 -0.0622
Si -8.4391 24.8062 15.9788 0.0032 -0.0002 -0.0647
Si 39.1689 0.1436 18.7614 0.0056 -0.005 -0.0486
Si -3.8453 20.3988 23.5635 0.002 0.0078 -0.046
Si 3.5771 21.1584 18.3873 -0.005 -0.0047 -0.0546
Si -7.7453 -10.0049 21.1803 0.0058 -0.0026 -0.0508
Si 5.9426 11.1636 21.7292 -0.0093 0.0054 -0.0513
Si 30.2684 8.6072 18.6906 -0.0018 0.0026 -0.0655
Si -0.3691 1.5685 16.3749 0.0002 -0.0048 -0.0574
Si -5.119 -26.8375 21.1915 0.0113 -0.0126 -0.0486
O 7.3583 7.9755 23.8979 0.0042 -0.012 0.0267
O 4.0614 12.1443 24.9067 -0.0018 0.0017 0.0125
O -14.1733 1.2921 18.3525 -0.0057 -0.0038 0.0155
O 4.3651 22.1328 22.1286 0.0046 -0.0026 0.0238
O -12.1018 2.5373 17.348 -0.0158 0.0059 0.0384
O 2.1453 14.9952 14.8179 0.011 -0.0129 0.0328
O -32.0578 47.277 21.7689 0.0173 0.0028 0.0381
O 14.3186 2.4389 20.9327 -0.0043 -0.0086 0.0178
O 16.8604 0.6281 20.1849 -0.0041 0.0016 0.0413
O -4.9966 -16.0094 19.5539 -0.0033 0.0079 0.0343
O 7.2898 6.1858 21.6516 -0.0057 -0.0009 0.0263
O 18.1285 -23.0601 18.8606 -0.0027 0.0024 0.0167
O 5.201 4.3207 21.5242 0.0013 0.0031 0.024
O 11.9574 -3.0255 19.9619 -0.0127 0.0018 0.0307
O -10.8635 16.4004 14.1352 0.0036 0.0014 0.0093
O -8.323 21.5679 17.1769 0.0134 -0.0036 0.0326
O 5.096 -0.1685 17.9624 0.0039 0.0025 0.0118
O -19.7022 6.3092 18.0989 -0.0014 -0.0016 0.0212
O 7.0218 12.2014 22.4012 0.0117 0.0016 0.0212
O -1.1993 -3.3332 21.4683 0.0011 -0.0014 0.0256
O 12.5781 0.8446 21.8787 -0.0152 -0.0008 0.0208
O 53.0986 24.5085 19.8956 0.01 0.0049 0.03
O 22.0203 9.655 21.6842 0.0012 0.0182 0.0256
O -17.1051 38.7531 14.8346 0.0121 -0.0067 0.0221
O 3.1672 4.7318 19.8231 0.009 -0.0033 0.025
O 20.7167 -9.8441 22.1923 -0.0065 -0.0004 0.0214
O -8.3399 5.3554 22.798 0.0002 0.0016 0.0191
O 9.3981 -26.1307 24.8204 0.0025 -0.0046 0.014
O 16.715 21.0253 24.4249 -0.0134 0.0092 0.0295
O 18.2315 9.3472 15.0965 0.0076 -0.0112 0.0232
O 22.4372 26.0808 19.1897 -0.0095 -0.0032 0.0308
O 9.16 7.4031 14.7881 -0.0121 0.0109 0.0339
O 3.8365 2.2449 15.5501 -0.0095 0.0045 0.0303
O -1.3816 5.1357 20.6856 0.0001 0.001 0.0174
O 13.9986 -10.7839 19.7648 -0.0015 0.0147 0.0433
O 10.7902 -10.7784 17.0359 0.0014 -0.0055 0.0165
O -13.4232 -0.4245 23.7643 0.0001 -0.0035 0.0235
O 2.8145 18.9123 14.2435 -0.0029 0.0059 0.012
O 9.7761 20.137 19.4452 0.009 -0.0031 0.0213
O -1.2649 1.4217 15.0421 0.0151 -0.0052 0.0439
O 19.5277 24.0169 24.208 -0.0073 0.0165 0.0371
O -14.1234 -6.9494 18.4391 -0.0006 -0.0009 0.0162
O 3.0291 -3.1694 23.956 -0.0114 0.0143 0.0326
O 6.5259 -1.2174 22.0288 0.0046 -0.0059 0.0184
O 5.2166 3.2833 19.106 -0.0072 -0.0027 0.0251
O -20.7794 -24.0639 17.4238 0.0055 -0.0126 0.0258
O 8.741 19.2962 17.1172 0.0034 0.0058 0.04
O -24.0503 19.6873 25.9525 0.0027 -0.0027 0.0219
O 14.2007 30.439 18.6375 0.0015 -0.0027 0.0155
O 5.5439 -5.8926 17.1092 0.0018 -0.0126 0.0455
O -9.7728 -1.0663 15.0712 -0.0028 0.005 0.0384
O 33.0855 -0.0277 23.9977 0.0072 -0.0131 0.0473
O 0.3398 4.8245 24.1226 -0.0115 0.0106 0.0395
O 26.4268 -4.0962 21.9155 -0.0168 0.0053 0.0314
O 12.0014 2.1157 16.0292 -0.004 -0.0031 0.0165
O 17.6091 4.0002 24.9051 -0.0008 -0.0015 0.0123
O -7.7274 -9.9411 13.4639 0.006 0.015 0.0097
O -8.6859 2.992 23.9358 0.0111 -0.0124 0.0394
O -19.1955 3.788 17.4066 -0.0042 0.0175 0.0421
O -6.1259 16.6249 24.266 0.0107 -0.009 0.0262
O -16.2633 -10.6231 14.4816 -0.0034 0.0009 0.0171
O -4.0167 17.8141 15.97 -0.0007 0.0007 0.0158
O -4.053 -6.4303 14.9689 -0.011 0.0143 0.0374
O -24.414 28.9248 19.3707 0.0029 -0.0111 0.0319
H 2.1818 0.5594 33.1159 -0.2433 0.2392 -0.2671
H 0.5293 2.1939 33.1159 0.3077 -0.3436 -0.2655
H 3.2615 4.9087 33.1109 0.3161 -0.3683 -0.2469
H 4.9071 3.2673 33.1109 -0.2895 0.2408 -0.2925
H 0.5665 7.6092 33.1332 0.2025 -0.2715 -0.3012
H 2.2058 5.9617 33.1332 -0.3898 0.3021 -0.2295
H 3.3017 10.3312 33.1465 0.2107 -0.2191 -0.3143
H 4.9447 8.6871 33.1465 -0.4013 0.3591 -0.1927
H 6.0024 2.1718 33.1501 0.2008 -0.3094 -0.2945
H 7.6363 0.5187 33.1501 -0.3406 0.3525 -0.2
H 10.357 3.2644 33.1542 -0.3286 0.323 -0.233
H 8.7236 4.9181 33.1542 0.3031 -0.2306 -0.2694
H 7.6278 6.0068 33.1024 -0.297 0.2287 -0.2889
H 5.9825 7.6484 33.1024 0.3554 -0.3643 -0.2667
H 10.3487 8.718 33.1232 -0.2722 0.2258 -0.2672
H 8.6932 10.3495 33.1232 0.299 -0.3612 -0.2626
H -0.808 3.5442 6.014 0.2851 -0.2175 0.2826
H 0.8276 1.8927 6.014 -0.3586 0.2877 0.2669
H 3.5427 -0.8034 5.9679 -0.2346 0.2377 0.2992
H 1.8958 0.8365 5.9679 0.3948 -0.2745 0.2123
H -0.8235 8.9934 5.9759 0.3824 -0.2735 0.2172
H 0.8182 7.3483 5.9759 -0.2458 0.2538 0.3052
H 3.5633 4.6002 6.0063 -0.2956 0.4155 0.2385
H 1.9182 6.242 6.0063 0.2518 -0.2531 0.3011
H 6.256 1.9117 5.9983 -0.2078 0.2895 0.3121
H 4.612 3.5546 5.9983 0.3627 -0.3467 0.238
H 7.3449 0.8095 6.0076 0.2431 -0.3095 0.2478
H 8.9883 -0.8343 6.0076 -0.31 0.3064 0.2839
H 6.2928 7.3303 6.0252 -0.3148 0.4231 0.2631
H 4.6505 8.975 6.0252 0.2621 -0.2248 0.2959
H 7.3314 6.2946 5.9854 0.3829 -0.371 0.2202
H 8.9808 4.6571 5.9854 -0.2058 0.2643 0.3013

Results
free energy: -113758.783 eV
free energy less fixed offsets of H -15.71, O -570.45, Si -639.56 eV per atom: -0.063 eV

The program warned: the cutoff lies below the one the program advises for these potential files; the forces do not sum to zero within the program's tolerance; empty levels may hold ghost states of the PAW files; the exchange-correlation potential is rough where the density is thin.
